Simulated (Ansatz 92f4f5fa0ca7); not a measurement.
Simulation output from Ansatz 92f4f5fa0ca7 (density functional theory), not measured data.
Periodic cell of 251 atoms, Si144O97N10, from a study of silicon, its oxide and their interface. The atomic structure is a simulated model.

Settings
functional: r2SCAN
potential files: Ansatz PAW
basis: plane waves
wave-function cutoff: 800 eV
density cutoff ratio: 5
exchange-correlation grid ratio: 1
k mesh: 1 x 1 x 1, shifted by 0.5 0.5 0 of a step
self-consistency stop: 1e-10 eV per atom in the density residual
occupations: fixed
spin: none
net charge: 0

Cell vectors (angstrom)
a  10.8904  0  0
b  0  10.8904  0
c  5.311  4.7963  35.2962

Atoms: element, x, y, z (angstrom)
Si  1.7544  -1.6009  0.2195
Si  4.1054  1.1502  0.6513
Si  1.1008  4.1964  0.034
Si  3.7337  -4.0026  0.1398
Si  -4.6326  -0.9378  -0.0119
Si  -1.7937  1.5817  -0.0417
Si  7.0254  3.9745  -0.1638
Si  -1.1954  -4.5415  -0.0361
Si  2.7142  -0.2107  1.8426
Si  5.4928  2.846  1.3785
Si  2.5924  -5.523  1.4553
Si  5.3997  -2.7697  1.2747
Si  -2.9184  0.0449  1.3169
Si  -0.083  2.601  1.2825
Si  8.1621  5.34  1.4006
Si  -0.096  -2.74  1.1621
Si  1.2564  1.3225  2.7807
Si  4.0661  4.1041  2.7506
Si  1.226  -4.0857  2.7105
Si  4.1758  -1.5567  2.9496
Si  6.7738  1.4196  2.7868
Si  9.5209  3.9756  2.7515
Si  6.7946  6.7944  2.6503
Si  -1.4448  -1.359  2.5696
Si  -0.1069  -0.0462  4.0626
Si  2.6925  2.7013  4.0681
Si  -0.0535  5.4134  4.0874
Si  2.659  -2.8335  4.1552
Si  5.4602  -0.0089  4.1475
Si  8.1697  2.6881  4.1597
Si  5.4274  5.4742  4.0777
Si  8.1531  -2.7241  4.0081
Si  1.399  -1.341  10.8058
Si  4.2344  1.4253  10.908
Si  1.4243  4.1735  10.8584
Si  4.1164  -4.049  10.8843
Si  6.7778  -1.3637  10.8457
Si  -1.3489  1.379  10.8344
Si  6.8608  4.1211  10.8708
Si  -1.3455  6.7623  10.8842
Si  2.8349  0.0056  12.0896
Si  5.6119  2.8136  12.3409
Si  2.7795  5.5283  12.2853
Si  5.4693  -2.7131  12.2808
Si  -2.7339  -0.0141  12.1485
Si  0.0159  2.8167  12.1159
Si  8.208  5.4006  12.3078
Si  0.0195  -2.7074  12.1393
Si  1.5033  1.4927  13.2725
Si  4.2215  4.2615  13.6779
Si  1.3673  -3.9748  13.5845
Si  4.0633  -1.3472  13.5925
Si  -3.8446  1.3641  13.6653
Si  -1.2811  4.0144  13.6809
Si  6.9081  -4.0162  13.6486
Si  -1.3644  -1.3555  13.4727
Si  0.1694  0.0705  14.4452
Si  2.9529  2.6265  14.7327
Si  -0.1811  -5.1767  14.8611
Si  2.2941  -2.2401  14.9083
Si  5.2336  0.3146  14.7196
Si  -2.0211  2.2216  15.1163
Si  5.5848  5.6425  15.1118
Si  -2.3767  -2.9023  14.9821
Si  8.069  2.8074  30.5514
Si  1.0912  9.1537  26.4104
Si  11.0876  2.5326  27.2435
Si  3.6367  -2.3505  22.7888
Si  10.8478  3.7172  30.0596
Si  1.2222  -5.2172  24.0388
Si  6.2499  4.3706  28.6028
Si  -0.6584  -2.5977  20.0033
Si  -2.7556  3.169  19.5301
Si  -1.2321  2.6153  21.8536
Si  3.5858  -3.9217  17.0922
Si  2.4398  0.1637  18.4781
Si  -1.9719  -2.4981  22.5542
Si  -0.2712  0.6544  17.2044
Si  -2.2869  -1.6886  17.789
Si  2.7161  0.7213  27.1358
Si  5.0567  1.0225  17.3602
Si  0.8089  -2.3495  23.548
Si  2.6169  -6.6242  22.1005
Si  8.1085  7.3428  33.634
Si  12.8793  -0.6399  29.8355
Si  7.8252  6.5937  27.5708
Si  9.698  4.065  24.7552
Si  7.023  0.3141  19.5001
Si  3.9335  -2.394  19.7999
Si  4.1173  5.7806  24.1195
Si  12.9354  -0.0535  32.8798
Si  1.7461  2.9525  32.4614
Si  5.5987  1.9887  27.1068
Si  -4.1061  3.4781  17.053
Si  10.2207  6.5266  29.4986
Si  9.8351  7.1027  25.1418
Si  1.7051  4.4283  16.9879
Si  7.2635  0.2939  29.0791
Si  4.3077  6.4016  29.9862
Si  1.7619  -3.9878  21.249
Si  7.0664  4.6263  32.7535
Si  2.0022  7.4777  28.5119
Si  -0.3076  -0.1996  21.74
Si  6.6369  4.4392  25.6738
Si  1.5752  1.8115  21.0062
Si  10.2861  -0.1379  28.458
Si  9.0416  9.2015  30.4746
Si  4.0709  4.8769  32.4729
Si  -0.0383  3.187  19.0943
Si  6.4013  8.4974  29.6232
Si  10.1402  -1.2461  33.2209
Si  6.1046  -1.3243  21.6309
Si  1.3152  -1.367  5.4224
Si  4.0489  1.3484  5.4448
Si  1.3646  4.0843  5.433
Si  4.0642  6.7624  5.4977
Si  6.8476  -1.367  5.4485
Si  -1.3688  1.3168  5.4927
Si  6.7907  4.0983  5.4378
Si  9.4901  6.8048  5.4155
Si  2.6883  -0.0017  6.7913
Si  5.431  2.7224  6.7855
Si  2.7257  5.4004  6.8346
Si  5.4438  -2.7113  6.7921
Si  -2.7077  -0.033  6.8416
Si  0.0247  2.7102  6.7965
Si  8.1515  5.454  6.7996
Si  -0.0211  -2.7331  6.784
Si  1.3957  1.3864  8.1812
Si  4.1043  4.0729  8.1852
Si  1.374  6.8197  8.1283
Si  4.0882  -1.3302  8.1356
Si  6.8233  1.3732  8.1287
Si  -1.3371  4.0922  8.1311
Si  6.7991  -4.0763  8.1574
Si  -1.3526  -1.3877  8.19
Si  0.0176  0.0151  9.4915
Si  2.7825  2.7342  9.5699
Si  0.0278  5.4668  9.4832
Si  2.7526  -2.7173  9.4817
Si  5.4708  0.0332  9.4833
Si  8.1823  2.741  9.4852
Si  5.4593  5.4569  9.531
Si  8.1633  -2.7543  9.5426
O  7.9835  -2.3483  16.4467
O  3.1153  -1.1211  19.1993
O  9.6634  2.6604  30.3727
O  3.2281  6.4888  28.802
O  7.7592  6.1105  32.6265
O  -1.2799  -4.0637  15.3544
O  13.4118  7.5869  34.7318
O  6.527  4.7656  16.1309
O  2.6743  -2.7577  16.4264
O  5.6069  4.619  32.0991
O  6.6668  0.0832  21.0683
O  12.6184  2.0156  27.0291
O  2.2852  3.1703  16.1403
O  11.976  3.6958  33.7259
N  -0.6224  1.1873  15.5835
O  9.5122  -2.7508  33.4054
O  8.1083  4.42  24.9668
O  5.3793  10.181  34.9322
O  4.8282  -4.1609  16.0823
O  4.0056  5.5981  33.9162
O  2.7598  2.7419  21.6152
O  8.2434  6.6529  35.0768
O  7.5894  8.5121  30.7584
O  1.1789  -1.0574  15.1415
O  6.9453  3.8282  18.6515
O  -3.3489  -1.0802  18.8526
O  11.158  3.6006  28.4726
O  11.3705  -0.0566  29.6739
O  8.3264  3.2728  21.1577
O  8.7405  7.1351  26.3442
O  6.1627  2.8761  25.8612
O  6.9244  8.4287  33.865
O  0.4398  5.0683  16.2266
O  12.1024  3.3415  30.9973
N  0.2683  -2.6094  25.1742
O  -0.4408  -0.9761  20.291
O  -1.6688  -3.2028  21.1281
O  -2.7591  2.7263  16.5131
O  -5.2648  0.708  18.8247
O  4.0157  -3.4767  18.5943
O  4.0457  1.432  14.9622
O  11.5009  6.6654  28.5307
O  10.8176  9.5783  27.4699
O  2.1168  1.2677  19.61
O  4.8282  -1.243  22.6518
O  3.3354  0.248  33.8175
N  6.862  5.1973  27.2164
O  13.3844  -0.442  31.3661
O  2.8323  5.5508  17.2059
O  2.6487  -5.1248  24.8927
O  -1.4456  3.9652  18.9842
O  8.0412  1.9997  34.9508
O  9.4687  -0.4236  17.394
N  1.1001  -3.923  22.8654
O  -5.4352  -2.106  20.3411
O  3.9708  4.7925  22.8291
O  7.5085  3.8337  29.4532
O  3.3009  3.4439  32.4845
O  8.0521  1.5471  19.3042
N  8.7857  -0.5821  29.1445
N  -0.5275  -1.4886  22.8337
O  8.8812  6.1694  28.7078
O  -5.4032  2.5277  16.9448
O  -1.3348  -2.7662  18.5559
O  0.723  -3.4445  20.1198
O  2.308  -1.679  23.5183
O  -1.3994  0.9827  21.9952
O  6.8314  4.2315  34.2956
O  7.8857  3.4479  32.0274
N  10.5967  5.5631  24.8694
O  5.6597  -0.0351  16.2822
O  2.0258  8.6512  29.6265
O  9.4777  -0.0941  34.1435
O  1.3638  1.404  32.7223
O  10.5814  -9.0108  18.2103
O  5.4388  5.374  29.5346
O  2.1965  -5.5339  20.9617
O  10.0606  7.9619  30.2318
O  1.1495  0.5217  21.9098
O  8.9371  7.405  23.8214
O  6.1112  -0.823  29.3417
O  4.2963  -3.5616  23.6688
O  5.2779  3.1227  28.2341
O  1.2153  3.9707  18.4654
O  1.4224  -6.5973  23.2091
O  5.0676  7.818  30.2243
O  2.1674  8.1304  27.0617
O  10.347  4.9244  35.0789
O  6.8954  7.7583  28.2508
N  3.125  -2.9344  21.2352
O  10.4688  5.2488  30.4635
O  2.8307  0.1258  28.6662
O  -1.0919  3.2675  23.3408
O  3.4725  0.8552  17.4713
O  10.1648  1.264  27.6811
O  2.011  10.4958  26.1552
O  3.5388  5.8909  31.3239
N  0.1524  2.7755  20.7732
O  7.3338  1.3822  30.3025
N  11.8497  9.6533  33.6415
O  6.8041  1.037  27.6961
O  5.4468  5.2623  24.9085
O  4.2389  1.1682  26.7435
O  -3.4925  -1.9384  22.4198
O  9.6917  10.0267  31.716
O  1.113  -0.1216  17.6054
O  10.3572  3.1368  25.9358

Results
free energy: -151300.025 eV
free energy less fixed offsets of N -386.36, O -570.45, Si -639.56 eV per atom: -6.135 eV

Forces (eV/angstrom), in the order of the atoms: element, x, y, z
Si  -0.0002  -0.0368  0.0895
Si  0.0204  -0.0096  0.0557
Si  -0.0116  0.0108  0.0774
Si  -0.0095  0.0165  0.072
Si  -0.0136  0.0076  0.0994
Si  -0.0176  0.0264  0.0982
Si  0.0131  -0.0222  0.099
Si  0.0236  0.0051  0.088
Si  0.0036  0.0057  -0.0035
Si  -0.0029  -0.0022  -0.0137
Si  0.0041  0.0003  -0.0067
Si  0.003  -0.0018  -0.0117
Si  0.0004  -0.0013  -0.0102
Si  -0.0007  -0.0031  -0.0091
Si  -0.0005  0.0043  -0.0078
Si  -0.0032  0.0033  -0.0071
Si  -0.003  -0.0007  0.0008
Si  0.0002  0.0009  0.0042
Si  0.0009  -0.0027  -0.0002
Si  0.0017  -0.0003  0.0022
Si  -0.0001  0.0022  -0.0012
Si  -0.0025  -0.0037  0.003
Si  -0.0015  0  0.0048
Si  0.0018  -0.0025  0.0021
Si  -0.0009  0.0014  -0.0013
Si  0.0008  -0.0018  -0.0026
Si  0.0011  0.0026  -0.0009
Si  -0.0012  -0.0042  0.0003
Si  0.0018  -0.0017  0.001
Si  0.0025  0.0008  0.0021
Si  0.0001  0.0014  -0.0007
Si  0  -0.0021  -0.0007
Si  -0.0004  -0.0006  -0.0054
Si  -0.0005  0.0028  -0.0049
Si  -0.0004  -0.0006  0.0047
Si  -0.0003  0  -0.0005
Si  -0.0035  -0.0004  0.0016
Si  0.0022  -0.002  0.0005
Si  0.0014  -0.0002  0.0031
Si  0.002  -0.0016  -0.0024
Si  0.0058  -0.002  0.0026
Si  -0.0004  -0.0027  0.0026
Si  0.0007  -0.0052  0.0054
Si  0.0032  -0.0005  0.005
Si  0.0012  0.0022  0.0027
Si  -0.0005  0.0041  -0.0011
Si  0.0039  -0.0003  -0.0049
Si  0.0015  -0.0009  -0.0032
Si  0.0008  0.0006  -0.0044
Si  0.0036  -0.0045  -0.001
Si  -0.0003  0.0052  0
Si  -0.0025  0.0015  -0.0004
Si  -0.0003  0.0041  -0.0017
Si  0.0014  -0.0036  -0.0031
Si  0.0003  0.0005  -0.0096
Si  0.0036  -0.0014  -0.0053
Si  -0.0051  0.0003  0.068
Si  0.0029  -0.0055  0.1006
Si  0.0143  -0.0104  0.0891
Si  -0.0012  -0.0056  0.1125
Si  0.0005  0.0027  0.1007
Si  -0.0017  -0.0103  0.1201
Si  0.0042  0.0014  0.1171
Si  -0.0072  0.0135  0.1206
Si  0.0062  0.0209  0.2155
Si  0.0418  0.0587  0.29
Si  0.0193  -0.0287  0.2699
Si  -0.0213  -0.0315  0.2215
Si  0.0346  -0.0231  0.2348
Si  -0.0332  0.0017  0.2052
Si  -0.0012  -0.0056  0.2377
Si  0.033  -0.0101  0.2491
Si  0.055  -0.0133  0.2372
Si  0.0064  0.0128  0.2788
Si  0.002  0.0048  0.2396
Si  0.0046  -0.0129  0.23
Si  0.0297  -0.0472  0.2341
Si  0.0312  -0.0101  0.2477
Si  0.0293  -0.0064  0.2549
Si  0.0139  0.0026  0.2049
Si  -0.0251  -0.0065  0.225
Si  -0.0079  -0.0287  0.2254
Si  0.0156  0.0506  0.2162
Si  -0.015  0.023  0.1788
Si  0.0196  0.0096  0.2694
Si  -0.035  0.0172  0.2628
Si  -0.0322  0.004  0.2834
Si  0.0164  -0.012  0.2095
Si  0.0033  -0.001  0.2718
Si  0.0616  -0.0364  0.2199
Si  0.0046  -0.0091  0.2377
Si  0.0048  -0.0027  0.231
Si  0.0185  -0.0307  0.2073
Si  -0.0197  -0.0187  0.2115
Si  0.0058  0.0097  0.1891
Si  -0.0337  0.0003  0.2594
Si  0.0019  0.0017  0.2234
Si  0.0165  -0.0134  0.1741
Si  -0.0217  -0.0127  0.2178
Si  -0.0162  -0.0236  0.216
Si  -0.0217  0.0325  0.213
Si  0.0121  -0.0261  0.2196
Si  -0.013  -0.0404  0.1838
Si  0.0084  -0.0464  0.2591
Si  0.0086  0.0198  0.2094
Si  -0.036  0.0112  0.2126
Si  0.0227  0.0165  0.2232
Si  0.0107  -0.0197  0.2243
Si  -0.0167  0.004  0.2404
Si  -0.0002  0.014  0.1843
Si  0.0292  0.0203  0.209
Si  -0.0028  -0.0485  0.2207
Si  0.0012  0.0015  -0.0027
Si  -0.0001  -0.0001  0.0021
Si  -0.0005  0.0007  -0.0011
Si  0.0018  -0.0022  -0.0002
Si  0  -0.0028  -0.0006
Si  -0.0002  -0.0018  0.0004
Si  0.001  0.0003  -0.001
Si  -0.001  -0.0022  -0.0006
Si  -0.0005  -0.0022  -0.0008
Si  0.0009  -0.0007  -0.0019
Si  -0.002  -0.0025  0.0008
Si  0.0023  0.0001  -0.0008
Si  -0.0006  -0.0013  -0.0011
Si  0.0003  0.0015  -0.0008
Si  -0.0002  -0.0004  -0.0016
Si  -0.0026  0  -0.0029
Si  0.0029  -0.0019  -0.0029
Si  0.0019  -0.0003  -0.0018
Si  -0.0008  0.0006  0.0011
Si  -0.0012  0.0006  0.0021
Si  -0.0005  0.0012  0.0022
Si  0.0003  0.0006  0.0021
Si  0.0003  -0.0016  -0.001
Si  0.0008  -0.0036  -0.0037
Si  -0.0001  0  -0.0041
Si  -0.0003  -0.0004  0.001
Si  -0.0038  -0.0005  -0.0012
Si  0.0012  -0.0012  -0.0022
Si  -0.0006  -0.0023  -0.001
Si  -0.0011  0.0002  -0.0037
Si  0.0001  0.0012  0.0026
Si  0.0023  -0.0035  0.0055
O  -0.0105  -0.0425  -0.1636
O  -0.021  0.053  -0.1084
O  0.0062  0.0047  -0.0689
O  -0.04  0.0194  -0.1019
O  -0.0105  -0.0347  -0.082
O  0.0041  -0.0054  -0.0436
O  0.0011  -0.006  -0.0506
O  -0.0208  0.0438  -0.0987
O  -0.0286  0.0295  -0.1322
O  -0.0228  0.0086  -0.0803
O  0.0234  0.0441  -0.1278
O  -0.0015  0.0052  -0.0779
O  0.0334  -0.0373  -0.1226
O  0.0305  -0.0237  -0.1471
N  -0.0222  0.0189  -0.1451
O  0.0023  0.0107  -0.078
O  0.0735  -0.0072  -0.1084
O  -0.0019  -0.0027  -0.0414
O  0.0487  -0.0323  -0.1021
O  0.0232  -0.0526  -0.1528
O  -0.0298  -0.0618  -0.0857
O  -0.0114  0.0246  -0.0807
O  -0.0235  0.0035  -0.093
O  -0.0013  -0.0003  -0.0545
O  -0.0336  -0.0029  -0.1405
O  0.0222  -0.0256  -0.1127
O  0.0041  -0.0373  -0.169
O  -0.0343  0.0041  -0.1188
O  -0.0418  0.0086  -0.135
O  0.0935  0.017  -0.1825
O  0.0247  0.0536  -0.117
O  0.025  -0.0245  -0.095
O  -0.0431  0.0316  -0.1244
O  -0.0636  0.0268  -0.1478
N  -0.01  -0.0328  -0.1931
O  -0.0102  -0.0184  -0.1237
O  0.0181  -0.0019  -0.1409
O  0.0409  -0.0265  -0.1266
O  -0.0383  0.0252  -0.1227
O  -0.0103  -0.0555  -0.1873
O  -0.0122  0.0112  -0.0625
O  0.0205  0.0139  -0.0867
O  0.0483  -0.0556  -0.1522
O  0.0314  -0.0464  -0.1488
O  0.0391  0.0144  -0.099
O  -0.0561  -0.0026  -0.1172
N  0.0124  -0.0039  -0.1714
O  -0.0042  -0.0208  -0.2054
O  -0.0021  -0.0061  -0.0721
O  -0.0075  0.0045  -0.1059
O  0.0009  0.0009  -0.0839
O  0.0037  0.0037  -0.0376
O  0.0198  0.0331  -0.0849
N  0.0321  0.0139  -0.178
O  -0.0255  -0.0072  -0.116
O  -0.0395  -0.0362  -0.1183
O  -0.0485  0.0332  -0.1262
O  0.0002  0.011  -0.0752
O  -0.0157  -0.0002  -0.0783
N  0.014  0.0273  -0.1004
N  -0.026  0.0557  -0.1389
O  -0.0551  -0.0027  -0.1241
O  0.014  0.019  -0.0745
O  -0.0596  0.0242  -0.1513
O  -0.0373  0.0247  -0.1088
O  0.0362  -0.0048  -0.101
O  0.0022  0.0142  -0.0728
O  -0.0003  0.0382  -0.1469
O  0.0263  -0.0531  -0.1516
N  0.0449  -0.0006  -0.117
O  0.0078  -0.0176  -0.1334
O  -0.0066  -0.0434  -0.1011
O  0.0235  -0.0447  -0.1026
O  -0.0032  0.0198  -0.0667
O  -0.0095  -0.0606  -0.1352
O  0.0475  -0.0392  -0.1073
O  -0.0091  0.0125  -0.0994
O  0.0085  -0.0492  -0.1011
O  0.0145  0.037  -0.0846
O  -0.0334  0.058  -0.1721
O  0.003  0.0204  -0.0546
O  -0.0158  0.0684  -0.1085
O  -0.0057  -0.027  -0.0951
O  0.0456  0.0346  -0.1409
O  0.0355  -0.0321  -0.1157
O  0.016  0.0019  -0.0716
O  -0.0366  0.0319  -0.1473
O  0.0067  -0.0099  -0.0416
O  0.0342  -0.0546  -0.1243
N  0.0233  0.0107  -0.1698
O  -0.0124  0.0252  -0.0821
O  0.014  0.0419  -0.1543
O  0.0042  -0.0835  -0.2266
O  0.0429  0.0235  -0.0942
O  0.0161  0.0414  -0.0997
O  -0.0261  -0.0378  -0.1096
O  0.0105  0.0526  -0.1463
N  0.004  0.0116  -0.1555
O  -0.0127  -0.0374  -0.0901
N  -0.0142  0.0373  -0.1257
O  -0.0423  0.0448  -0.1105
O  -0.096  0.054  -0.1239
O  -0.0068  0.0022  -0.0726
O  -0.0507  0.035  -0.0921
O  -0.0524  -0.0128  -0.1808
O  -0.0437  0.0035  -0.1022
O  -0.0535  0.0727  -0.1834

The program warned: the cutoff lies below the one the program advises for these potential files; the forces do not sum to zero within the program's tolerance; empty levels may hold ghost states of the PAW files; the exchange-correlation potential is rough where the density is thin.
